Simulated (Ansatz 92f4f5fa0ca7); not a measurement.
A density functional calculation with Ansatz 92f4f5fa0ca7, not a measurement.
Periodic cell of 406 atoms, Si266O140, from a study of silicon, its oxide and their interface. The atomic structure is a simulated model.
Doubt: the cutoff is far below the 930 eV that the study's wrapper takes by default for these files, so forces and energies are approximate.

Settings
functional: PBE
potential files: Ansatz PAW
basis: plane waves
wave-function cutoff: 580 eV
density cutoff ratio: 5
exchange-correlation grid ratio: 1
k mesh: 1 x 1 x 1, Gamma-centred
self-consistency stop: 5e-08 eV per atom in the density residual
occupations: fixed
spin: none
net charge: 0

Cell vectors (angstrom)
a	15.4687	0	0
b	0	12.8259	0
c	0	0	35.9286

Atoms and the computed forces on them: element, x, y, z (angstrom), force x, y, z (eV/angstrom)
Si	-0.0296	1.181	33.26	0.0348	0.0256	0.0198
Si	3.842	1.1864	33.2447	0.0034	-0.0212	-0.0225
Si	7.71	1.1817	33.2636	0.0076	-0.0088	0.02
Si	11.605	1.1884	33.2485	-0.0234	-0.0796	-0.0025
Si	1.9336	7.5966	33.2392	0.0035	-0.0361	-0.0196
Si	5.8089	7.5968	33.2498	-0.0134	0.0064	-0.0069
Si	9.6505	7.6046	33.255	-0.0014	-0.0417	-0.0436
Si	13.5497	7.6001	33.2649	-0.0155	-0.0115	0.0035
Si	1.9336	5.247	33.6617	-0.0456	0.2655	-0.1765
Si	5.8008	5.247	33.6617	-0.0794	0.2052	-0.1248
Si	9.6679	5.247	33.6617	-0.1896	0.3645	0.1738
Si	13.5351	5.247	33.6617	0.1908	0.2675	0.2262
Si	0	11.6599	33.6617	-0.1105	0.1765	-0.13
Si	3.8672	11.6599	33.6617	0.0225	0.2433	-0.0728
Si	7.7343	11.6599	33.6617	-0.0064	0.1956	-0.2409
Si	11.6015	11.6599	33.6617	-0.1172	0.4519	-0.1046
Si	0	4.664	34.8984	-0.0228	0.0747	0.0371
Si	3.8672	4.664	34.8984	0.0206	-0.0079	-0.0424
Si	7.7343	4.664	34.8984	0.0528	0.0396	0.0141
Si	11.6015	4.664	34.8984	0.0129	-0.0299	-0.029
Si	1.9336	11.0769	34.8984	0.0283	-0.0435	-0.0432
Si	5.8008	11.0769	34.8984	0.0036	0.0089	-0.0319
Si	9.6679	11.0769	34.8984	0.0283	-0.0106	-0.0366
Si	13.5351	11.0769	34.8984	0.0174	-0.0372	-0.0472
Si	0	2.332	35.3107	-0.1071	0.0406	0.1313
Si	3.8672	2.332	35.3107	-0.0425	0.0365	0.0511
Si	7.7343	2.332	35.3107	-0.0761	0.0488	0.1368
Si	11.6015	2.332	35.3107	0.0643	0.0763	0.051
Si	1.9336	8.745	35.3107	-0.0144	0.0323	-0.0006
Si	5.8008	8.745	35.3107	0.0408	0.0155	0.0583
Si	9.6679	8.745	35.3107	-0.1105	0.0446	0.1194
Si	13.5351	8.745	35.3107	0.1339	0.0354	0.1789
Si	1.9336	1.749	0.6188	0.0148	-0.0131	-0.0034
Si	5.8008	1.749	0.6188	0.0602	0.0013	0.0071
Si	9.6679	1.749	0.6188	-0.0117	-0.02	-0.026
Si	13.5351	1.749	0.6188	-0.0135	0.0312	0.0373
Si	0	8.162	0.6188	-0.0571	0.0326	0.0331
Si	3.8672	8.162	0.6188	0.0119	-0.0111	-0.0105
Si	7.7343	8.162	0.6188	0.0229	0.0483	0.0363
Si	11.6015	8.162	0.6188	0.0073	-0.0321	-0.0192
Si	0	5.83	1.031	0.0287	-0.0394	-0.0189
Si	3.8672	5.83	1.031	-0.0217	0.0192	0.0265
Si	7.7343	5.83	1.031	-0.0542	-0.0193	-0.0283
Si	11.6015	5.83	1.031	-0.0086	0.0338	-0.0003
Si	1.9336	12.2429	1.031	-0.0208	0.0478	0.0291
Si	5.8008	12.2429	1.031	0.0072	-0.0154	-0.024
Si	9.6679	12.2429	1.031	-0.0235	0.0109	-0.001
Si	13.5351	12.2429	1.031	-0.0178	0.0179	-0.0038
Si	1.9336	5.247	2.2678	-0.0336	-0.009	-0.005
Si	5.8008	5.247	2.2678	0.1142	-0.0195	-0.071
Si	9.6679	5.247	2.2678	-0.0176	-0.0425	-0.0728
Si	13.5351	5.247	2.2678	0.0773	-0.048	-0.0865
Si	0	11.6599	2.2678	-0.058	-0.0619	-0.1303
Si	3.8672	11.6599	2.2678	0.1305	-0.0658	-0.0819
Si	7.7343	11.6599	2.2678	0.0242	-0.0567	-0.131
Si	11.6015	11.6599	2.2678	-0.006	-0.0478	0.0322
Si	1.9336	2.915	2.68	-0.015	0	0.0405
Si	5.8008	2.915	2.68	-0.0632	0.0109	0.0404
Si	9.6679	2.915	2.68	0.0106	0.0079	0.0226
Si	13.5351	2.915	2.68	0.011	-0.013	0.0195
Si	0	9.328	2.68	0.0572	-0.0473	0.0066
Si	3.8672	9.328	2.68	-0.0169	-0.0037	0.0226
Si	7.7343	9.328	2.68	-0.0282	-0.064	-0.0388
Si	11.6015	9.328	2.68	-0.009	0.0259	0.0292
Si	0.3896	-0.0051	26.5419	0.0226	0.593	-0.3814
Si	3.4611	0.0343	26.914	0.2237	0.4808	-0.2359
Si	7.9373	0.2561	26.7023	0.0969	0.5407	0.0233
Si	11.1356	0.4278	26.7127	0.0344	0.5387	0.0629
Si	2.3527	6.619	26.6913	-0.1363	0.4593	-0.0875
Si	5.5224	6.44	26.4949	-0.0313	0.5994	-0.0651
Si	10.1573	6.6057	26.9171	-0.1368	0.1999	0.0637
Si	13.1968	6.6541	26.7201	0.0241	0.5903	-0.2509
Si	1.8308	4.3541	26.8769	0.0166	-0.1252	-0.308
Si	5.7313	4.1041	26.8548	-0.0547	-0.576	-0.4801
Si	9.7548	4.3268	27.2827	0.1861	-0.3132	-0.2357
Si	13.3751	4.3646	27.1064	-0.2014	-0.3811	-0.3616
Si	0.0176	10.5781	27.0828	0.0244	-0.6184	-0.2367
Si	3.7917	10.5641	26.9455	-0.129	-0.278	-0.4615
Si	7.5603	10.7849	26.838	-0.0372	-0.0524	-0.3843
Si	11.5714	10.9252	26.7221	-0.0461	-0.0722	-0.6239
Si	-0.06	3.6591	28.1141	-0.0474	0.055	0.2456
Si	3.7851	3.567	28.1163	-0.1817	0.011	0.182
Si	7.6596	3.6916	28.2038	0.188	0.0961	0.1825
Si	11.6144	3.7499	28.5655	-0.0434	-0.0528	0.1033
Si	1.9391	9.9915	28.2965	0.0129	0.0123	0.2764
Si	5.7502	9.9995	28.1271	0.0361	0.0204	0.2903
Si	9.6443	10.1239	27.9826	-0.0669	-0.0621	0.2422
Si	13.4262	10.1763	28.1241	-0.0532	0.0168	0.2243
Si	-0.0598	1.3144	28.5449	0.0734	-0.2846	0.0095
Si	3.7201	1.3001	28.8463	0.1375	-0.088	0.0776
Si	7.6775	1.396	28.7643	-0.1095	-0.2159	-0.1525
Si	11.5283	1.4149	28.8366	-0.0515	-0.2453	-0.1525
Si	1.9955	7.7056	28.7656	-0.0734	-0.1638	-0.0402
Si	5.8349	7.6594	28.59	0.0041	-0.2695	-0.0235
Si	9.7817	7.8644	28.83	-0.0184	-0.1224	0.0197
Si	13.4776	7.8618	28.7353	0.1652	-0.2077	-0.155
Si	1.7811	0.7129	29.9889	-0.0169	-0.0302	0.0693
Si	5.7356	0.6939	29.9477	0.0122	-0.0877	-0.0997
Si	9.6008	0.7412	30.0061	-0.0116	-0.1404	0.0694
Si	13.522	0.7054	29.8736	-0.0849	-0.014	0.0871
Si	-0.0241	7.117	29.8941	0.08	-0.0675	-0.1148
Si	3.9332	7.0908	29.9511	0.0384	-0.0657	-0.0169
Si	7.768	7.137	29.8951	-0.0177	0.01	-0.0561
Si	11.6432	7.2202	30.0878	0.0195	0.0074	0.1223
Si	-0.0365	4.7528	30.2671	0.0059	0.033	0.0099
Si	3.8454	4.7247	30.2635	-0.035	0.0462	-0.0596
Si	7.7089	4.7932	30.3177	-0.0391	0.029	-0.0424
Si	11.6121	4.8802	30.556	-0.006	0.1075	0.0124
Si	1.9047	11.1788	30.3563	0.0293	0.0697	-0.0084
Si	5.7699	11.1467	30.2657	0.0195	-0.0083	0.0301
Si	9.6338	11.1819	30.2236	-0.0692	0.1196	-0.1426
Si	13.481	11.1981	30.287	0.0307	0.0384	0.0095
Si	1.9078	4.155	31.5504	0.0067	0.0507	-0.1826
Si	5.7766	4.1359	31.5633	-0.0054	0.0359	-0.1986
Si	9.6236	4.1558	31.6029	0.019	-0.0183	-0.1068
Si	13.5661	4.1343	31.6149	-0.0004	0.0158	-0.0848
Si	-0.0455	10.5433	31.5633	0.0175	-0.0133	-0.212
Si	3.8585	10.5537	31.5745	-0.0035	0.028	-0.1604
Si	7.7202	10.5604	31.5398	-0.0138	0.0031	-0.2115
Si	11.5575	10.5983	31.5565	0.0024	0.0553	-0.2163
Si	1.8835	1.8326	32.0509	-0.0975	-0.0925	-0.0598
Si	5.7815	1.803	32.0277	0.0132	-0.0703	-0.0386
Si	9.6446	1.8301	32.0798	-0.0091	-0.1006	-0.0987
Si	13.5336	1.7943	31.9904	-0.0144	-0.0096	-0.0577
Si	-0.0053	8.2074	31.9999	0.0196	-0.0169	-0.0375
Si	3.8819	8.2185	32.0271	0.0095	-0.0802	-0.0588
Si	7.7233	8.2294	31.997	0.0114	-0.0125	-0.0585
Si	11.6078	8.3074	32.1305	0.0664	-0.1246	-0.105
Si	0	2.332	3.9167	-0.0854	-0.233	-0.0549
Si	3.8672	2.332	3.9167	0.156	-0.2892	0.0713
Si	7.7343	2.332	3.9167	0.124	-0.1293	0.2917
Si	11.6015	2.332	3.9167	-0.1044	-0.3485	0.1226
Si	1.9336	8.745	3.9167	-0.0891	-0.3423	-0.2104
Si	5.8008	8.745	3.9167	0.1904	-0.2556	-0.1681
Si	9.6679	8.745	3.9167	-0.0211	-0.2611	-0.0376
Si	13.5351	8.745	3.9167	-0.0433	-0.2755	0.1713
Si	1.9415	6.3916	4.3357	0.0092	0.0181	0.0397
Si	5.8357	6.3949	4.3271	-0.0327	0.0258	0.0382
Si	9.6794	6.3952	4.3287	0.0043	0.0293	0.0476
Si	13.5519	6.3927	4.326	-0.0214	0.0283	-0.0102
Si	-0.0117	12.8061	4.3206	0.0076	0.0197	0.0358
Si	3.9042	12.806	4.3277	-0.0387	0.0475	0.0042
Si	7.752	12.8143	4.3148	0.0017	-0.0072	-0.0241
Si	11.6005	12.8044	4.3445	-0.0046	0.0826	0.0218
Si	0.0034	5.7828	5.5813	0.0215	0.0314	0.0478
Si	3.903	5.7476	5.5196	0.0118	0.065	0.0516
Si	7.7639	5.7778	5.5823	-0.0026	-0.0245	0.0466
Si	11.6197	5.7315	5.5206	0.0463	0.087	0.0913
Si	1.9434	12.1648	5.4858	0.0484	0.1378	0.075
Si	5.8562	12.1992	5.5668	0.0215	0.0427	0.0578
Si	9.6528	12.1837	5.5657	0.0062	0.0346	0.0868
Si	13.5361	12.1689	5.5738	-0.0107	-0.0322	0.0323
Si	-0.0216	3.4416	5.9857	0.0253	0.0038	0.1955
Si	3.9151	3.4327	6.0038	0.0128	-0.0506	0.1184
Si	7.7776	3.4469	6.0452	-0.0229	0.0345	0.1801
Si	11.5808	3.4101	6.0205	0.0105	-0.0338	0.1556
Si	1.9192	9.8453	5.9652	0.0153	-0.0883	0.1057
Si	5.8553	9.8601	5.9704	-0.014	-0.0179	0.1638
Si	9.6624	9.8415	5.9963	0.0218	0.0136	0.1802
Si	13.519	9.8358	6.03	0.018	0.0624	0.1736
Si	1.9395	2.8362	7.1749	0.0006	-0.0817	0.0048
Si	5.8516	2.843	7.3162	-0.0747	0.0022	0.0385
Si	9.692	2.8239	7.3814	0.0045	-0.1201	0.1184
Si	13.5159	2.7682	7.2369	-0.0117	-0.0575	-0.035
Si	0.015	9.235	7.2621	-0.0093	0.0093	-0.0315
Si	3.8944	9.1899	7.0862	-0.0411	-0.1151	-0.0377
Si	7.7549	9.2152	7.2709	-0.0008	-0.091	0.0706
Si	11.5568	9.1863	7.2702	-0.0687	-0.1364	0.1388
Si	-0.0098	6.8965	7.6798	0.0541	-0.0021	0.0665
Si	3.9522	6.8593	7.5817	0.0499	-0.0294	0.0289
Si	7.813	6.8553	7.6909	0.0435	0.1251	0.0677
Si	11.6575	6.8001	7.6073	0.0347	0.0626	-0.011
Si	1.9701	13.3002	7.5303	0.0233	0.0711	-0.0983
Si	5.9237	13.3143	7.6609	0.0239	0.1387	-0.0007
Si	9.6198	13.2755	7.6708	0.0093	0.162	0.0035
Si	13.5482	13.2535	7.6701	0.0194	0.1205	-0.0094
Si	1.9999	6.3362	8.8024	-0.0595	0.1926	0.0903
Si	5.8809	6.2562	8.9135	0.0453	0.2157	0.0813
Si	9.7812	6.1588	8.8814	-0.1413	0.255	0.0681
Si	13.5426	6.1351	8.9222	0.0815	0.3748	0.1882
Si	0.0896	12.6625	8.8144	0.043	0.1922	0.0282
Si	3.9421	12.6748	8.6887	-0.013	0.1185	0.0746
Si	7.7619	12.678	9.0757	-0.049	0.1453	0.221
Si	11.5549	12.5926	8.8	0.0478	0.0484	-0.0695
Si	1.9136	4.0415	9.2081	0.0409	-0.0067	-0.2657
Si	5.8982	3.9395	9.4795	-0.0094	-0.0935	-0.1905
Si	9.757	3.8466	9.6399	0.0395	-0.0953	-0.1165
Si	13.5235	3.7938	9.3631	0.0065	-0.0375	-0.2776
Si	0.0885	10.3595	9.3627	-0.0578	-0.0674	-0.1678
Si	3.909	10.36	9.0752	0.0059	0.1291	-0.1883
Si	7.7042	10.3204	9.3968	0.0016	-0.0204	-0.2462
Si	11.4365	10.3224	9.3949	-0.0607	-0.0069	-0.1983
Si	0.0514	3.3149	10.471	0.0397	0.2594	0.2749
Si	3.7963	3.4724	10.4322	-0.2247	0.402	0.2559
Si	7.7517	3.2437	10.9222	-0.0252	0.3895	0.3789
Si	11.7949	3.0616	10.8323	0.0508	-0.1815	0.3928
Si	2.1474	9.813	10.4739	0.1153	0.2939	0.3454
Si	5.6805	9.7569	10.4725	-0.1553	0.2772	0.3486
Si	9.4414	9.6379	10.8253	-0.1055	0.0316	0.187
Si	13.4945	9.7039	10.3485	-0.0057	0.4309	0.2684
Si	0.6192	1.0176	10.7956	-0.0126	-0.424	0.3139
Si	3.7328	1.2104	10.5713	0.11	-0.5818	0.1501
Si	8.1203	0.7051	11.4387	0.1835	-0.6051	-0.3444
Si	11.3044	0.768	10.8839	0.4844	-0.2328	0.1821
Si	2.4548	7.5488	10.7966	-0.1831	-0.5046	0.0973
Si	5.5614	7.4387	10.9767	-0.0396	-0.5544	0.0476
Si	10.0892	7.3705	10.8936	0.1246	-0.2881	-0.0483
Si	13.2211	7.4664	10.8958	0.1511	-0.6096	-0.0295
O	-3.2378	-0.4598	20.8868	0.0044	-0.0251	0.0608
O	6.5286	6.8042	12.1865	-0.093	0.0442	-0.0729
O	-3.8417	6.8819	26.1702	0.0085	-0.1783	0.3878
O	7.1544	10.5237	25.1967	-0.0418	-0.043	0.5011
O	4.2874	-1.409	23.2541	-0.018	-0.0854	0.191
O	-2.5548	-11.7583	17.1597	-0.0695	-0.0095	-0.0871
O	9.0177	19.0231	21.1393	0.0397	-0.0185	0.0081
O	2.5179	10.4449	12.0106	-0.0933	-0.0963	-0.2645
O	3.797	12.1923	13.5354	0.0094	0.0286	-0.0348
O	9.7223	5.8567	16.5083	-0.0092	-0.028	-0.0697
O	11.1679	9.9129	16.0642	-0.0499	0.0385	-0.1251
O	12.1949	16.073	12.4831	-0.1374	0.1229	-0.4721
O	15.4768	18.0935	16.9343	0.0292	-0.0111	-0.0385
O	11.6638	7.1955	11.4297	-0.1296	0.1939	-0.2351
O	2.2279	13.7152	11.213	-0.117	0.0538	-0.252
O	4.8864	13.8065	11.7764	-0.0368	-0.0237	-0.2315
O	1.3735	7.2298	11.9757	0.0786	-0.0466	-0.0153
O	15.8709	10.4668	15.8082	-0.0377	-0.0721	-0.0778
O	8.1779	18.8543	14.2255	-0.1089	-0.0853	-0.2695
O	3.3927	3.916	12.0158	0.0916	0.0305	-0.3395
O	7.6552	4.341	12.216	0.0244	-0.2602	-0.2252
O	14.7391	1.4592	19.1169	-0.0169	-0.0161	0.0446
O	9.4016	12.3714	18.0192	-0.051	-0.0269	-0.0332
O	9.1737	6.5352	11.9558	-0.024	-0.0852	0.015
O	8.3293	-4.1764	23.8852	0.0061	-0.0034	0.104
O	10.142	3.4561	25.9138	-0.1007	-0.0221	0.0225
O	4.5565	6.8097	18.2972	0.012	0.0769	-0.1139
O	8.9872	7.3382	26.0443	-0.0369	0.2013	-0.0155
O	6.4953	7.0818	25.2932	-0.2501	-0.0982	0.2078
O	4.6392	0.7188	26.0166	-0.1533	0.0015	0.0418
O	15.7491	15.2714	23.621	0.0368	0.0146	0.1288
O	3.7294	9.945	25.377	0.0004	0.0325	0.577
O	15.0658	0.3671	25.1282	0.0551	-0.189	0.5563
O	7.1564	0.9258	25.3985	0.0796	-0.0294	0.1297
O	-1.2997	7.2415	25.5101	-0.1225	-0.0765	0.2358
O	-2.5713	3.754	25.6023	0.1255	0.1145	0.2591
O	15.0591	2.5856	16.7409	0.0212	0.0483	-0.1117
O	9.5295	0.4601	26.3282	0.0725	-0.1629	0.0649
O	5.6714	3.1374	25.4461	0.031	0.3548	0.3761
O	1.9858	13.1778	26.1959	0.0011	-0.2035	0.2675
Si	-10.0539	22.6971	15.1078	-0.2882	0.0588	0.3869
Si	5.2214	-4.6306	17.6785	0.0026	0.0785	0.168
Si	22.0618	11.2163	21.0714	-0.1639	0.1609	-0.1912
Si	2.8952	16.2824	13.5	0.1282	0.0534	0.2045
Si	6.0713	4.1612	16.6784	-0.028	-0.115	0.1432
Si	5.674	1.5396	25.0855	-0.0646	-0.3036	-0.0633
Si	-4.6846	11.096	14.9867	0.1545	0.0862	0.221
Si	8.1838	-4.3521	17.6868	-0.0736	0.0255	0.1919
Si	9.7606	5.0965	20.1546	-0.1227	0.0109	0.1145
Si	8.9004	0.9632	17.4193	0.0482	0.0433	0.0761
Si	0.9073	12.0256	15.9606	0.0093	-0.037	0.1973
Si	15.3136	13.7131	23.6096	0.1178	-0.0435	-0.529
Si	4.7169	12.8491	22.5558	-0.1121	-0.0707	-0.3359
Si	10.4614	6.6682	17.7547	-0.0047	0.0996	0.0946
Si	-3.8101	14.0083	16.0979	-0.0234	-0.059	0.2311
Si	12.7423	11.4445	12.802	0.0337	0.0382	-0.0234
Si	15.7099	7.0971	20.0928	0.0361	-0.0582	-0.0759
Si	14.5069	14.0583	17.5042	0.1237	0.0254	0.1528
Si	9.0595	23.9412	18.9842	-0.0243	-0.0007	0.0371
Si	8.084	10.9846	13.4776	0.0723	0.1628	0.3924
Si	-7.5186	10.2216	23.797	0.1223	0.0202	-0.3229
Si	14.9477	13.046	13.5293	0.1577	0.0824	0.3014
Si	1.0703	-3.9149	22.3897	0.0019	0.1016	-0.3872
Si	7.8414	5.9129	12.6424	0.1102	0.2553	-0.126
Si	3.1084	4.8049	16.104	-0.0839	-0.0025	0.1192
Si	-9.3068	1.3556	15.758	-0.0774	0.0667	0.3736
Si	0.1685	2.5599	19.9496	0.0447	0.0119	-0.0807
Si	8.0358	-5.5188	24.7484	0.1333	-0.2315	-0.2092
Si	12.3812	8.9716	16.6437	0.1017	0.0475	0.0824
Si	0.5874	16.5929	17.2612	-0.015	-0.102	0.2386
Si	16.436	16.7323	23.7429	-0.0991	0.0709	-0.5245
Si	-0.2423	8.9923	15.4831	0.07	0.0437	0.2619
Si	17.3097	13.383	21.439	-0.0288	0.0834	-0.1706
Si	16.4467	6.5828	17.1821	-0.0143	0.0381	0.0807
Si	15.6041	20.0544	13.0117	0.0351	0.1216	0.0374
Si	7.5942	3.0698	19.1478	-0.0724	-0.0486	0.1053
Si	-10.9295	0.807	13.3661	-0.2422	0.0508	0.1439
Si	7.8966	5.9787	22.3176	-0.1167	-0.099	-0.2362
Si	10.9025	11.1859	23.6612	0.0633	0.0703	-0.3675
Si	-3.7805	-2.0088	20.8357	0.0279	0.1439	-0.0595
Si	-0.0123	17.1826	13.4302	0.0329	-0.0588	0.2407
Si	21.5242	16.8522	21.2033	-0.1133	0.0661	0.07
Si	-10.3612	7.4524	22.3468	-0.0257	-0.201	-0.2385
Si	3.9176	10.7369	12.809	-0.139	-0.053	0.0024
Si	1.0717	10.8004	20.2154	0.0268	0.1047	-0.1273
Si	-2.4097	2.7947	13.8048	0.0112	-0.0055	0.2099
Si	8.2838	6.287	15.8057	-0.0427	0.027	0.366
Si	18.9791	17.7294	22.0352	0.2425	0.055	-0.1835
Si	-1.4565	9.5551	19.24	0.1707	-0.0265	-0.0148
Si	0.0234	-4.7275	25.0872	-0.0102	-0.1092	-0.0201
Si	14.433	4.7111	21.785	-0.0401	-0.1177	-0.2276
Si	19.5225	-2.3103	19.3127	0.0025	0.0356	-0.0935
Si	3.8421	9.9168	23.7574	0.0487	-0.023	-0.3847
Si	11.5143	2.9734	25.1726	-0.0418	0.0981	0.0539
Si	19.5427	-0.6117	16.862	-0.1777	-0.0259	0.2209
Si	11.6692	-9.3153	22.1048	0.22	0.0156	-0.2857
Si	12.4348	13.3464	22.1814	-0.0719	-0.0192	-0.1967
Si	20.0012	6.3035	19.849	0.0572	-0.0647	0.0359
O	-1.2722	7.1529	12.1912	-0.1748	0.0525	-0.1521
O	12.0243	15.1388	14.9721	0.0015	0.0639	-0.166
O	-1.5054	0.5824	22.748	0.0783	0.0163	0.1731
O	-5.2394	14.4819	16.751	-0.0264	0.0296	-0.0562
O	-5.0569	-2.1378	19.8071	-0.0257	-0.0267	0.0229
O	-3.6348	1.4094	25.566	-0.0698	-0.2069	0.0861
O	14.1796	1.6369	13.6099	0.008	0.0084	-0.1319
O	1.3663	7.2762	25.5346	0.1386	-0.0261	0.0196
O	5.9132	0.7995	14.2437	0.109	-0.014	-0.1026
O	8.5715	4.3484	19.3365	0.0725	0.0217	-0.0754
O	5.3987	8.4988	16.0543	0.0481	0.0141	-0.1254
O	3.5469	2.005	13.8758	0.0092	-0.0766	-0.0507
O	15.2744	17.1121	11.8116	-0.0945	-0.0238	-0.2378
O	7.6085	0.8674	16.3922	-0.0365	-0.0122	-0.1182
O	6.1857	15.8125	15.5488	0.0219	-0.0338	-0.1398
O	-0.5572	18.678	20.7479	-0.0073	0.0164	0.0686
O	18.0481	10.2004	19.9567	-0.0156	0.0241	0.0374
O	11.7242	7.5423	17.1562	-0.0048	-0.0834	-0.0244
O	9.1822	11.2227	14.7005	-0.1813	0.0058	-0.2691
O	11.3884	12.5235	15.4896	-0.022	-0.067	-0.1174
O	0.0236	8.312	23.4715	-0.0854	-0.0955	0.3325
O	18.7123	-7.3641	20.4865	0.0431	0.0158	-0.002
O	-2.6396	4.6704	22.0593	-0.0364	-0.0365	0.0965
O	-14.2017	16.187	13.7258	-0.137	0.0162	-0.1642
O	6.7015	7.0989	22.293	0.0249	0.0706	0.0842
O	6.0067	12.6542	21.5686	-0.006	-0.0252	0.1013
O	2.4236	6.253	16.47	0.0441	-0.0402	-0.065
O	-0.9622	8.0464	19.5494	-0.0734	0.0443	-0.0028
O	6.8015	10.2813	14.2908	0.2182	0.0612	-0.2807
O	0.4762	10.2315	21.6293	0.0168	-0.0977	0.164
O	-4.6428	5.6981	19.0402	0.0007	0.0244	-0.1356
O	-10.6144	0.8292	16.6415	0.0886	0.0006	-0.1084
O	5.7981	18.1004	20.135	0.0064	-0.012	-0.0406
O	7.0399	18.2724	16.4593	0.0872	0.0923	-0.127
O	7.1266	23.265	22.4027	0.1157	-0.0805	0.2779
O	17.961	12.14	16.3875	0.0015	0.0336	-0.0627
O	16.5684	0.1564	22.8446	-0.0596	0.0227	0.1892
O	8.7998	9.9989	12.3646	0.1665	-0.0879	-0.3562
O	19.6587	6.1695	22.8751	-0.0378	0.0574	0.1235
O	-2.4974	-2.8939	20.4164	-0.0724	-0.0268	0.0772
O	9.7811	13.4661	11.4936	-0.3125	0.0821	0.033
O	8.4764	1.7904	18.7462	0.0423	-0.0474	-0.0307
O	17.6924	17.0783	22.7411	-0.1688	-0.0976	0.2316
O	0.0129	9.5883	25.7379	-0.0162	0.1958	0.0757
O	9.3419	-5.1878	18.4604	0.0297	-0.005	-0.038
O	-0.7732	3.2863	21.0398	-0.0063	0.048	0.0867
O	15.6706	8.5326	13.9849	0.0402	-0.0272	-0.1924
O	4.2171	9.6475	14.0036	0.0279	0.0251	-0.2106
O	-0.2268	4.8992	23.2032	0.0357	0.0296	0.2393
O	16.901	2.0007	20.8171	-0.0179	-0.0493	0.0242
O	7.7212	12.3848	12.6359	0.0781	0.3553	-0.3278
O	2.078	16.4527	16.6034	0.0259	0.033	-0.0963
O	3.4437	0.5114	21.6606	0.1182	-0.0113	0.1221
O	12.0764	14.8324	21.6269	-0.0194	-0.0203	0.0932
O	19.7107	9.3565	18.2093	0.0303	-0.089	-0.1111
O	-3.9662	10.7369	13.5659	-0.052	-0.1138	-0.1822
O	19.5341	11.9311	18.4817	0.0651	0.0119	-0.0283
O	9.2756	11.1743	23.7762	-0.0104	0.0668	0.1543
O	4.6414	16.5329	21.9449	-0.003	0.0283	0.0047
O	3.9226	6.7794	26.1344	0.0587	-0.0843	0.1274
O	3.9649	7.1395	11.3928	0.0433	0.2227	-0.2066
O	1.1759	19.5671	18.801	-0.0282	0.0064	-0.025
O	18.8749	4.6318	14.5111	0.0167	0.0285	-0.0666
O	13.581	8.8465	15.5283	-0.0105	-0.012	-0.0811
O	5.0085	11.1174	16.0929	0.1508	-0.1381	-0.214
O	-10.5508	8.7879	23.2451	-0.0247	0.0527	0.2013
O	-8.2591	4.5043	22.2483	0.0319	0.0263	0.0559
O	0.3198	5.8799	13.9059	0.0242	-0.0123	0.0062
O	11.2866	10.2955	22.338	-0.0183	-0.0272	0.0892
O	15.8244	7.9574	16.6012	0.006	-0.0102	-0.0989
O	11.1786	3.3111	23.6302	-0.0187	-0.0763	0.1929
O	14.0499	4.0343	14.2135	0.0312	0.1089	-0.1527
O	24.0399	10.0265	17.8736	0.0086	-0.0219	-0.0422
O	11.4343	-0.1119	23.3331	-0.0658	-0.0765	0.1605
O	15.374	10.4798	19.1107	-0.0345	-0.0444	0.0297
O	15.3935	12.9238	11.9789	0.1453	0.0537	-0.3434
O	-1.6135	11.9013	13.9001	-0.0877	-0.1621	0.0456
O	0.7671	16.4491	18.8774	0.0028	-0.0008	-0.0416
O	0.7311	-12.8144	14.548	-0.0932	0.1017	-0.2126
O	11.5629	10.567	25.0362	0.0157	0.0177	0.7056
O	5.2036	10.7093	11.7871	0.2494	-0.0678	-0.184
O	22.1636	15.5512	20.4706	0.0634	0.0916	-0.0674
O	16.9813	4.0216	25.2553	0.1627	0.0256	0.5878
O	15.3941	-0.0627	17.0508	-0.0507	0.0202	-0.0769
O	6.4915	16.2163	18.0253	-0.0112	0.0307	-0.0568
O	1.2311	7.7737	21.2124	0.0197	0.0549	0.1732
O	13.4933	-2.4624	11.8729	-0.0195	-0.0024	-0.0324
O	16.7732	-0.4326	20.2691	-0.0419	-0.0607	0.0638
O	2.4382	9.4001	23.1081	0.0421	-0.0194	0.1692
O	8.563	6.0828	23.7997	-0.0422	0.0411	0.1915
O	10.4972	4.016	21.1106	0.023	-0.0419	0.0526
O	4.5341	4.6282	16.8426	0.0168	0.0165	-0.0433
O	20.7682	10.4699	20.3743	0.058	0.0152	0.0932
O	4.6785	7.662	20.772	-0.0083	-0.0149	0.1028
O	13.141	9.7025	17.8823	-0.0566	0.0036	-0.0406
O	6.7151	8.24	18.3468	0.0127	0.0085	-0.0518
O	5.1743	1.2065	23.5722	0.1167	0.21	0.244
O	8.151	7.9013	16.1437	0.0022	-0.0673	-0.1266
O	12.2656	12.7739	11.9703	-0.2122	0.1162	-0.2244
O	23.2929	-1.4176	20.0194	0.0361	-0.0242	0.0238

Results
free energy: -248718.322 eV
free energy less fixed offsets of O -568.88, Si -635.61 eV per atom: -2.862 eV

The program warned: the cutoff lies below the one the program advises for these potential files; the forces do not sum to zero within the program's tolerance; the exchange-correlation potential is rough where the density is thin.
